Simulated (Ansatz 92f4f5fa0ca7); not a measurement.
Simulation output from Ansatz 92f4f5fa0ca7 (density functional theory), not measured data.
Periodic cell of 214 atoms, Si128O86, from a study of silicon, its oxide and their interface. The atomic structure is a simulated model.
This geometry differs little from another in the collection (a relaxation step or a small displacement).

Settings
functional: r2SCAN
potential files: Ansatz PAW
basis: plane waves
wave-function cutoff: 800 eV
density cutoff ratio: 5
exchange-correlation grid ratio: 1
k mesh: 1 x 1 x 1, shifted by 0.5 0.5 0 of a step
self-consistency stop: 1e-10 eV per atom in the density residual
occupations: fixed
spin: none
net charge: 0

Cell vectors (angstrom)
a	10.88	0	0
b	0	10.88	0
c	-2.6705	3.8909	31.3731

Atoms and the computed forces on them: element, x, y, z (angstrom), force x, y, z (eV/angstrom)
Si	7.8933	6.2938	-2.0361	-0.009	0.0017	-0.0868
Si	12.5763	8.7248	-2.8591	0.0046	0.0051	-0.0733
Si	8.2255	4.0995	1.4608	0.003	-0.0022	0.0007
Si	6.8879	13.4174	0.3772	-0.0116	0.005	-0.0293
Si	1.9435	7.5679	0.0789	-0.0106	0.0085	-0.0452
Si	4.4774	10.5706	0.0823	-0.0057	0.0118	-0.0472
Si	11.7382	14.2157	0.1581	0.0114	-0.0073	-0.0325
Si	5.3991	4.3432	-1.7218	0.0027	-0.01	-0.0791
Si	8.1251	9.5554	1.3783	0.0005	0.005	0.0028
Si	9.5354	13.5726	2.7997	0.0002	0.0018	-0.0023
Si	8.6048	10.1246	-8.2097	0.0031	-0.0072	-0.0055
Si	10.9578	6.749	1.3213	0.0021	-0.0031	0.0012
Si	2.7842	9.4425	1.284	0.0005	0.0021	-0.0005
Si	5.4308	12.1157	1.5868	-0.0018	-0.0009	0.0031
Si	13.4879	15.0301	1.5005	0.0008	0.0015	-0.0009
Si	5.4125	6.8254	1.4326	0.0004	0.0029	0.0027
Si	6.8166	10.8052	2.9007	0.0006	-0.0017	-0.0007
Si	10.7896	12.3116	1.2178	-0.0028	0.0005	0.0043
Si	6.8083	5.4621	2.737	-0.0018	0.0024	-0.004
Si	9.5543	8.1684	2.6303	-0.0012	-0.0005	-0.0007
Si	12.2254	10.8919	2.543	0.0005	0	-0.0021
Si	14.8933	13.5782	2.7451	-0.0012	-0.003	-0.0007
Si	12.1939	16.3611	2.8914	-0.001	0.0003	0.0008
Si	4.0956	8.1955	2.8163	0.0002	0.0003	-0.0007
Si	5.4332	9.4941	4.2276	-0.0014	-0.0015	0.0001
Si	8.1751	12.2306	4.1513	0.0002	-0.0009	-0.0004
Si	5.4238	14.9578	4.0548	-0.0001	0.0012	-0.0029
Si	8.1815	6.8314	4.0657	-0.0005	0.0005	-0.0018
Si	10.9014	9.5415	3.9828	-0.001	-0.0013	0.0003
Si	13.5334	12.2086	4.0601	-0.0019	-0.0001	-0.0023
Si	10.8583	14.9415	4.1856	0.0005	0.001	0.0018
Si	13.601	6.84	4.1508	-0.0028	0.0002	0.0012
Si	6.8253	8.1249	5.5098	0.0028	-0.0003	0
Si	9.5655	10.8579	5.4253	-0.0006	-0.002	-0.0003
Si	6.7829	13.6156	5.4319	-0.0017	-0.0009	0.0001
Si	9.4858	16.3349	5.4806	-0.002	0.0002	-0.0002
Si	12.2168	8.2075	5.428	-0.0012	0.0016	-0.0017
Si	14.914	10.8988	5.4803	0.0002	0.0014	0.0007
Si	12.2379	13.5693	5.4929	0.0011	-0.0023	0.002
Si	14.9613	16.3138	5.4392	-0.0009	0.0017	-0.0016
Si	8.2061	9.5265	6.8055	-0.0002	0.0014	-0.0014
Si	10.8689	12.2048	6.8342	-0.0006	-0.0013	-0.0013
Si	8.1131	14.9601	6.8207	-0.0019	-0.0002	-0.0003
Si	10.8898	6.8228	6.7939	-0.0009	0.0005	-0.0017
Si	13.5552	9.5244	6.8228	-0.003	0	-0.0011
Si	5.4325	12.2791	6.799	0.0003	0.0011	0.0013
Si	13.6241	14.9559	6.8085	0.0027	0.0005	0.0001
Si	5.4244	6.7633	6.8268	-0.001	-0.0024	-0.0005
Si	6.8299	10.9193	8.1186	-0.0009	0.0019	-0.0005
Si	9.4841	13.5767	8.1527	-0.0021	-0.0034	0.0002
Si	6.7402	16.2786	8.1974	-0.0033	-0.0011	-0.0008
Si	9.5527	8.1716	8.1734	0.0005	-0.0001	-0.001
Si	12.2204	10.8618	8.2097	-0.0004	-0.0031	-0.0005
Si	4.1136	13.6378	8.1911	0.0005	0.0008	-0.0009
Si	12.2558	5.4476	8.1397	0.0023	0.0004	-0.0001
Si	14.9254	8.1493	8.147	-0.0024	0.0007	-0.0005
Si	5.4391	9.5569	9.4008	-0.0008	-0.0011	-0.0022
Si	8.1351	12.254	9.5758	-0.0002	-0.0007	-0.001
Si	5.4235	14.9585	9.6575	-0.0014	0.0025	-0.0004
Si	8.1366	6.7946	9.4234	-0.0021	-0.0001	-0.0022
Si	10.8821	9.5062	9.6081	-0.0019	-0.0008	0.005
Si	13.6241	12.2496	9.4664	-0.0016	-0.0006	-0.0001
Si	10.8814	14.9387	9.4419	-0.0013	-0.0002	0.0001
Si	13.5996	6.7828	9.5538	-0.0002	-0.0006	0.0023
Si	6.7717	8.1789	10.7088	-0.0027	-0.0032	0.0008
Si	9.4864	10.8804	10.9401	-0.0001	0.0021	0.003
Si	6.7964	13.5833	11.0263	0.0032	-0.0008	0.0049
Si	9.4653	5.4002	10.7288	0.0032	-0.0031	0.0048
Si	12.252	8.1122	10.9517	0.003	-0.0033	-0.0014
Si	4.1313	10.915	10.786	0.0008	-0.0008	0.0023
Si	12.2615	13.5917	10.79	0.0005	0.0028	0.0051
Si	4.0552	16.3585	11.0081	-0.0033	0.0014	0.0015
Si	8.0406	9.4759	12.1837	-0.0004	-0.0024	-0.0036
Si	10.9224	12.2594	12.1953	-0.0054	0.0055	-0.004
Si	8.2168	15.0063	12.2813	0.0032	0.0094	-0.0073
Si	10.7582	6.7021	12.1525	0.0012	-0.0045	0.0003
Si	2.8747	9.5019	12.1515	0.0034	-0.0069	0.002
Si	5.3998	12.1982	12.346	0.0014	-0.0045	-0.002
Si	13.4978	14.9584	12.272	-0.0076	-0.0001	-0.0061
Si	5.5197	6.9137	12.2243	0.0042	0.0027	0.0032
Si	6.3476	10.382	13.5636	0.0048	0.0069	0.0228
Si	9.9971	14.0118	13.4816	-0.0006	-0.0018	-0.0023
Si	6.6276	8.3161	0.0731	0.0054	-0.0031	-0.0416
Si	8.9789	7.6838	13.3504	0.0075	0.0038	0.022
Si	1.6865	11.0486	13.3842	-0.0065	-0.004	0.0327
Si	3.7432	13.3738	13.5865	0.0032	0.0064	0.0322
Si	9.5788	5.4173	19.7662	-0.0033	0.0028	0.0542
Si	4.6201	8.6837	13.5327	-0.0036	-0.0061	0.0013
Si	3.8817	7.5081	15.4408	0.0012	-0.0096	0.0599
Si	10.073	7.9118	21.4786	-0.0001	0.0087	0.0213
Si	7.2823	5.9472	13.4675	-0.0027	-0.0032	0.003
Si	8.5754	14.9056	22.2734	-0.0076	-0.0077	0.0192
Si	5.1927	6.3113	-5.7089	-0.0052	0.0042	-0.0312
Si	4.1353	11.0512	-7.6281	-0.006	-0.0029	-0.0049
Si	13.0808	8.6925	-8.0976	0.0002	0.0086	-0.003
Si	5.0747	13.9789	16.3604	-0.0097	0.0003	0.059
Si	10.4168	7.7903	16.039	-0.0125	-0.0005	0.0498
Si	11.5688	10.6699	21.1069	-0.0031	-0.0074	0.0344
Si	12.6831	13.1582	-7.5211	0.0035	-0.0094	-0.0134
Si	8.131	6.9748	17.8434	0.002	0.0046	0.0674
Si	8.488	10.4916	-5.1805	-0.0131	0.0089	-0.0467
Si	7.1291	9.0814	21.5011	0.0078	-0.0123	0.0292
Si	5.8151	5.8832	-8.7015	0.0032	-0.0002	0.0034
Si	11.9852	6.169	15.3677	0.0081	0.0014	0.0517
Si	7.876	7.4013	-4.9841	-0.0099	0.0131	-0.0598
Si	4.4377	7.437	21.1364	-0.0001	-0.0041	0.0402
Si	13.0538	11.1112	18.652	0.0024	0.0013	0.0602
Si	4.027	8.6973	18.3952	0.0064	0.0086	0.072
Si	3.6461	5.838	0.2504	0.0116	-0.0184	-0.0335
Si	5.6636	11.6909	-5.0647	0.0131	-0.0082	-0.043
Si	8.616	6.9884	-7.823	0.001	0.0045	-0.0085
Si	12.6622	14.8781	-5.1297	0.0119	0.0035	-0.0466
Si	3.1659	13.8566	18.7847	-0.0056	-0.0041	0.0586
Si	12.2241	13.2617	-2.6633	0.0001	-0.001	-0.0802
Si	7.0645	11.7308	16.33	-0.0063	0.0029	0.0694
Si	3.5959	4.4241	21.6228	0.0054	0.004	0.034
Si	4.8693	14.5313	-4.5706	-0.0031	0.0068	-0.048
Si	9.0337	11.2344	-0.0266	0.0043	-0.0091	-0.0566
Si	11.4455	4.1265	17.5727	0.0026	-0.0086	0.0755
Si	9.7092	13.1276	15.6509	-0.0009	-0.0049	0.0608
Si	11.4992	10.5592	16.1201	0.0141	0.011	0.0604
Si	6.9365	9.7668	18.6381	-0.0116	-0.0109	0.056
Si	11.6088	4.918	13.4333	-0.0011	-0.0027	-0.003
Si	13.0336	6.9998	-5.4376	0.0119	-0.006	-0.0465
Si	3.5721	11.1202	-2.7804	0.003	0.002	-0.0746
Si	9.8839	5.0577	0.0726	-0.0161	0.0158	-0.0336
Si	10.2863	10.9451	-2.7612	0.0044	0.0041	-0.0741
Si	6.3406	5.6716	15.6231	0.0018	0.0075	0.0611
O	6.9009	10.6967	15.0917	-0.0086	-0.0143	-0.0454
O	5.8308	14.1419	-0.6235	0.0172	-0.0164	0.0417
O	4.1959	5.3017	-1.2185	-0.0218	0.0196	0.0456
O	12.1165	10.1621	14.6827	0.011	0.0082	-0.046
O	11.3773	9.7805	-2.8293	0.0034	-0.0008	0.0256
O	7.3844	7.5921	-1.1947	-0.0157	0.0183	0.0442
O	12.5653	13.9143	-1.2372	-0.0084	0.0119	0.0595
O	9.7437	6.0809	-8.5256	-0.0021	-0.0024	-0.0065
O	7.8037	8.4303	18.4237	0.0023	-0.0078	-0.0254
O	9.5934	6.9863	17.1751	0.0232	0.0074	-0.0362
O	3.3791	14.6742	-5.1415	0.0093	-0.003	0.0216
O	11.739	11.2346	19.6001	0.0085	-0.0001	-0.0288
O	13.354	12.2357	-3.1955	-0.0029	0.002	0.0294
O	7.9207	12.3911	-0.3866	-0.0069	0.006	0.0247
O	4.2166	14.3589	17.6698	0.0163	-0.0022	-0.0448
O	12.2272	5.226	16.6833	-0.0029	0.0233	-0.0496
O	7.2161	6.646	-8.5448	-0.0013	-0.0033	0.0023
O	4.2919	5.8813	21.5314	-0.0004	0.0033	-0.0087
O	4.1949	14.0403	15.0044	-0.011	-0.0112	-0.0404
O	4.8563	14.3613	-2.9723	0.0104	0.0161	0.0567
O	8.3806	8.9165	-4.9041	0.0045	0.0061	0.015
O	12.5276	7.817	-1.5264	0.013	-0.0235	0.0636
O	5.3968	9.529	18.2423	0.0014	-0.0024	-0.0132
O	7.0275	6.6099	16.7458	-0.02	-0.0182	-0.0512
O	9.2331	4.2543	20.8263	0.0045	0.0058	-0.0221
O	10.6222	11.6318	21.9886	0.0058	-0.0027	-0.0043
O	3.753	6.8559	-5.2467	-0.0008	0.0017	0.0126
O	5.6688	5.0098	-4.885	0	-0.0115	0.0219
O	8.5109	8.2766	21.5284	-0.0064	0.0104	-0.0136
O	12.5996	11.2085	17.1043	-0.0194	-0.0065	-0.0457
O	4.1637	7.5578	19.5383	-0.0066	0.0121	-0.0425
O	10.3959	14.1568	16.6922	-0.0118	-0.015	-0.0436
O	12.4463	7.7948	-4.1661	-0.0045	0.0195	0.0463
O	13.5364	12.2206	14.0005	-0.0022	-0.0013	-0.0126
O	13.3176	6.9964	14.9393	-0.0047	0.0007	-0.0222
O	6.2924	7.4411	-5.3625	0.0048	-0.0018	0.0151
O	5.6565	12.487	16.5565	0.0025	0.0025	-0.0203
O	5.1077	5.843	-7.2526	-0.0009	0.0007	0.0125
O	12.5455	14.0564	18.2419	-0.011	0.0108	-0.0292
O	7.1503	10.4177	-8.8318	0.0009	0.0015	-0.0063
O	11.4839	12.353	-8.2308	0.003	-0.0001	-0.0024
O	4.8029	6.1765	15.5437	0.0073	0.0082	-0.0243
O	6.7001	5.215	-2.0818	-0.0037	-0.0033	0.0276
O	3.5357	9.5632	-7.827	0.0014	-0.0004	0.0039
O	5.1948	10.9564	-6.4196	0.0053	0.0056	0.0208
O	11.8708	9.7142	-8.3826	0.0007	0.0019	-0.0045
O	8.205	5.8737	19.026	-0.0067	0.0083	-0.0317
O	5.5523	9.444	-0.4722	0.0023	-0.0024	0.0217
O	10.9452	9.1707	16.7392	-0.0047	-0.0117	-0.0205
O	13.0388	4.5511	22.3664	0.005	-0.0024	-0.0042
O	13.0602	10.638	21.7227	-0.0039	-0.0004	-0.0105
O	12.0385	14.483	-3.699	-0.0009	-0.0178	0.0401
O	8.8854	8.5493	-8.0721	-0.0003	-0.0018	0.0025
O	9.2173	5.6392	-1.3445	0.0234	-0.0165	0.0463
O	12.7148	7.7983	-6.8038	-0.0009	-0.0077	0.0184
O	4.7971	11.2635	-3.7904	-0.0182	-0.007	0.0399
O	10.8707	12.4171	-2.455	0.0012	-0.0039	0.0274
O	9.343	10.5766	-1.4987	-0.0111	0.0069	0.0541
O	5.9275	7.9942	21.4428	0.0007	0.0015	-0.0108
O	9.3943	8.2286	14.8518	-0.0175	-0.0002	-0.0422
O	3.9727	11.386	-1.2407	0.015	-0.0108	0.0633
O	3.4142	14.674	20.1501	-0.0031	-0.013	-0.0355
O	9.6368	11.0622	-4.2231	0.0175	0.0007	0.0436
O	13.2399	14.3599	-8.453	-0.0035	0.0004	-0.0072
O	10.2789	6.7123	20.4268	-0.0027	-0.0117	-0.0221
O	2.99	12.1091	-7.1999	0.0012	0.0022	0.0031
O	10.6442	4.817	18.7566	0.0157	-0.0118	-0.0418
O	3.0543	9.5952	-2.9233	-0.0049	-0.0026	0.0238
O	8.1493	12.8804	16.0039	0.0136	0.0089	-0.0253
O	8.7881	10.7826	-6.7405	0.0033	-0.0023	0.0191
O	5.5926	13.2888	-5.2814	-0.0051	0.0049	0.0219
O	12.0627	13.8337	-6.2001	0.003	0.0078	0.0186
O	12.3398	5.5364	-5.4959	0.0014	-0.0036	0.0121
O	6.9931	14.6719	22.1418	0.003	0.0004	-0.0026
O	3.2712	12.2526	19.0058	-0.0006	0.0025	-0.018
O	3.6823	8.1092	16.9372	-0.0012	-0.0203	-0.0591
O	7.161	11.2623	-4.7417	-0.0002	0.0004	0.0149
O	10.3569	11.6528	15.8349	-0.006	0.0047	-0.0217
O	7.4875	10.9468	17.6852	0.0007	0.0159	-0.0339
O	3.3857	8.3075	22.0242	0.0027	-0.0041	-0.0067
O	7.054	10.0916	20.2226	0.0022	-0.0005	-0.0286
O	6.2912	4.1526	16.1859	-0.0081	0.0118	-0.0276
O	8.2154	6.6979	-3.5724	0.0025	-0.0144	0.057
O	10.9471	9.1868	21.0592	-0.0035	0.0014	-0.0108
O	8.612	6.6603	-6.2319	-0.0009	0.0008	0.0198
O	2.8504	9.6705	18.8967	0.0005	-0.0032	-0.0235

Results
free energy: -130929.467 eV
free energy less fixed offsets of O -570.45, Si -639.56 eV per atom: -7.087 eV

The program warned: the cutoff lies below the one the program advises for these potential files; the forces do not sum to zero within the program's tolerance; empty levels may hold ghost states of the PAW files; the exchange-correlation potential is rough where the density is thin.
